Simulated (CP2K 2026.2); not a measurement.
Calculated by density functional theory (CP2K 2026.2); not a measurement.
Periodic cell of 504 atoms, Si360O144, from a study of silicon, its oxide and their interface. The atomic structure is a simulated model.
Doubt: the forces sum to 0.64 eV/angstrom along one axis rather than to zero, so they err by at least 0.0013 eV/angstrom per atom on average; the grid cutoff is modest.

Settings
functional: PBE
method: Gaussian and plane waves
basis set: DZVP-MOLOPT-SR-GTH
pseudopotentials: GTH-PBE
grid cutoff: 350 Ry, relative cutoff 50 Ry
k points: Gamma only
occupations: fixed
spin: none
net charge: 0

Cell vectors (angstrom)
a 16.32 0 0
b 0 16.32 0
c -5.0051 -3.7038 34.962

Atoms and the computed forces on them: element, x, y, z (angstrom), force x, y, z (eV/angstrom)
Si -3.984 11.487 34.93 0.207 -0.063 0.783
Si -1.12 -2.103 34.947 0.145 -0.162 0.758
Si 1.658 3.784 0.071 -0.185 0.041 0.811
Si 4.273 6.477 0.02 -0.045 0.238 0.718
Si -3.742 6.008 34.917 0.123 -0.161 0.709
Si -0.806 8.472 34.841 -0.17 0.17 0.725
Si 2.068 11.074 34.942 -0.165 0.156 0.759
Si 9.791 1.131 0.107 -0.145 0.095 0.761
Si 6.578 4.358 0.111 0.075 -0.163 0.762
Si 9.651 6.538 0.286 -0.013 0.124 0.648
Si 6.465 9.974 0.002 0.013 -0.227 0.76
Si 9.183 12.485 0.191 0.04 -0.008 0.709
Si 11.862 15.103 0.095 0.199 -0.022 0.667
Si 15.117 1.071 0.066 -0.047 0.141 0.685
Si 11.905 4.373 0.143 0.186 -0.085 0.75
Si 14.844 6.992 0.087 0.133 -0.248 0.735
Si 12.654 9.234 0.213 -0.157 0.061 0.835
Si 10.364 8.252 34.95 -0.193 0.066 0.767
Si 2.677 0.01 1.24 -0.013 0.017 -0.052
Si 5.427 2.732 1.361 -0.015 0.004 -0.055
Si 2.772 5.352 1.418 0.005 -0.02 -0.056
Si 5.412 8.2 1.203 0.011 -0.01 -0.04
Si 2.733 10.954 1.288 0.017 0.004 -0.05
Si 5.419 13.663 1.253 0.03 -0.008 -0.048
Si 8.192 -0.018 1.379 0.005 -0.013 -0.05
Si 10.873 2.72 1.44 0.003 0 -0.036
Si 8.105 5.4 1.554 -0.016 0 -0.028
Si 10.91 8.17 1.403 0.011 0.006 -0.076
Si 8.02 10.944 1.468 -0.009 -0.017 -0.052
Si 10.782 13.597 1.487 0.004 0.003 -0.043
Si 13.555 -0.107 1.341 -0.025 0.003 -0.035
Si 0.009 2.655 1.331 0.001 0.005 -0.041
Si 13.599 5.453 1.369 -0.004 0.012 -0.041
Si 0.104 8.169 1.337 -0.013 0.023 -0.044
Si 13.748 10.9 1.384 0.011 0.006 -0.084
Si 0.017 13.589 1.369 -0.012 0.029 -0.073
Si 1.362 1.322 2.713 -0.001 0.013 0.039
Si 4.108 4.043 2.805 -0.001 -0.011 0.046
Si 1.4 6.771 2.697 0.006 -0.002 0.001
Si 4.06 9.526 2.637 0.002 -0.015 0.012
Si 1.413 12.277 2.717 0.002 -0.002 0.018
Si 4.056 14.998 2.623 -0.008 0.005 0
Si 6.8 1.354 2.688 0.008 0.008 0.007
Si 9.476 4.004 2.831 0.033 0.008 0.017
Si 6.756 6.901 2.718 -0.033 0.011 0.035
Si 9.495 9.548 2.696 -0.019 -0.004 0.016
Si 6.691 12.325 2.773 -0.012 0.019 0.04
Si 9.478 14.974 2.84 -0.007 0.011 0.043
Si 12.28 1.346 2.729 0.003 -0.021 0.021
Si 14.968 4.051 2.672 0.001 -0.006 0.006
Si 12.257 6.806 2.784 0.021 -0.008 0.028
Si 15.071 9.522 2.756 -0.013 -0.019 0.038
Si 12.265 12.221 2.691 0 -0.011 0.026
Si 14.908 14.88 2.724 0.008 0.016 0.031
Si -0.02 -0.04 4.051 0.007 -0.01 -0.016
Si 2.706 2.684 4.105 0.007 -0.004 -0.015
Si 0.002 5.426 4.041 -0.011 -0.007 -0.013
Si 2.734 8.164 4.048 0.012 0.017 -0.014
Si 0.068 10.905 4.098 -0.022 0.007 0.002
Si 2.755 13.636 4.06 0.009 -0.016 0.004
Si 5.416 0.004 4.034 0.004 0.002 -0.011
Si 8.12 2.664 4.144 -0.003 -0.006 0.014
Si 5.443 5.483 4.095 0.012 -0.008 -0.017
Si 8.154 8.195 4.084 -0.003 0.005 0.004
Si 5.381 10.881 4.071 0.014 -0.007 -0.021
Si 8.099 13.617 4.147 -0.001 0.008 -0.004
Si 10.893 0.02 4.116 -0.004 -0.005 -0.02
Si 13.631 2.71 4.079 0.003 -0.016 -0.003
Si 10.877 5.42 4.107 0.011 0.015 -0.016
Si 13.646 8.175 4.096 -0.023 0.01 -0.01
Si 10.881 10.881 4.053 -0.007 0.008 0.01
Si 13.576 13.561 4.109 0 0.005 0.018
Si 1.387 -1.354 16.331 -0.008 0.004 0
Si 4.09 1.346 16.322 -0.008 0.001 -0.014
Si 1.366 4.075 16.311 0.013 -0.009 -0.01
Si 4.09 6.772 16.296 -0.001 0.007 -0.01
Si 1.323 9.553 16.295 0.006 0.015 -0.006
Si 4.09 12.257 16.329 0.012 -0.009 -0.01
Si 6.773 -1.378 16.323 0.014 -0.016 -0.007
Si 9.521 1.379 16.333 -0.002 0.005 -0.009
Si 6.817 4.078 16.352 -0.005 0.001 0.005
Si 9.524 6.823 16.334 0.013 -0.003 -0.009
Si 6.798 9.512 16.315 -0.011 -0.001 -0.007
Si 9.517 12.225 16.297 0.003 0.002 -0.009
Si 12.247 -1.361 16.304 -0.002 -0.001 -0.019
Si -1.335 1.365 16.281 -0.012 0.023 -0.004
Si 12.204 4.074 16.275 -0.006 0.011 -0.016
Si -1.371 6.794 16.317 0.017 -0.016 -0.002
Si 12.223 9.518 16.347 -0.013 -0.008 0
Si -1.363 12.243 16.345 -0.002 0.01 0
Si 2.782 -0.035 17.715 0.014 0.022 -0.013
Si 5.438 2.701 17.686 0.005 -0.003 0.031
Si 2.72 5.44 17.667 0.017 -0.008 0.003
Si 5.466 8.101 17.651 -0.003 0.015 0
Si 2.7 10.902 17.642 0.009 -0.009 0.022
Si 5.406 13.626 17.743 -0.014 0.007 -0.008
Si 8.142 -0.007 17.638 0.006 -0.005 0.008
Si 10.906 2.725 17.704 0.004 -0.01 -0.003
Si 8.191 5.458 17.701 0 0.019 0.003
Si 10.838 8.197 17.738 0.018 0.006 0.008
Si 8.141 10.893 17.665 0.007 -0.005 -0.009
Si 10.909 13.556 17.638 -0.008 0.019 0.013
Si 13.591 0.051 17.626 -0.016 -0.009 -0.009
Si 0.035 2.687 17.662 0.012 0.003 0.024
Si 13.533 5.434 17.623 -0.025 0 0.015
Si -0.021 8.189 17.657 -0.015 -0.002 -0.002
Si 13.593 10.869 17.706 -0.011 -0.011 0.004
Si 0.007 13.629 17.681 0.001 0.005 0.028
Si 1.443 1.342 19.036 -0.006 0.019 0
Si 4.095 4.096 19.031 -0.022 0.009 -0.01
Si 1.342 6.828 18.982 0.021 0.007 -0.021
Si 4.018 9.426 18.913 -0.026 -0.003 -0.034
Si 1.42 12.319 19.04 0.024 0.004 -0.036
Si 4.085 -1.353 19.21 -0.007 -0.004 0.005
Si 6.749 1.276 19.038 -0.013 -0.026 -0.038
Si 9.562 4.102 19.052 0.004 0.021 -0.005
Si 6.849 6.811 19.087 0.003 0.02 -0.019
Si 9.434 9.571 19.103 0.007 -0.022 -0.025
Si 6.791 12.245 19.028 0.01 -0.012 0.002
Si 9.571 -1.35 18.922 -0.006 0 -0.03
Si 12.286 1.369 19.074 -0.003 0.03 -0.01
Si -1.443 4.017 18.912 -0.017 -0.035 -0.039
Si 12.238 6.818 19.041 0.016 -0.015 -0.028
Si -1.364 9.514 19.072 -0.007 0 -0.006
Si 12.21 12.199 19.071 -0.008 0.008 -0.007
Si -1.393 -1.289 18.972 0.03 -0.01 -0.018
Si 0.016 0.005 20.34 -0.001 -0.009 0.047
Si 2.77 2.739 20.421 0.012 -0.014 0.025
Si -0.164 5.492 20.14 -0.023 0.036 0.021
Si 2.727 8.091 20.401 0.012 0.013 0.044
Si 0.086 10.889 20.309 -0.007 -0.008 0.039
Si 2.68 13.658 20.604 -0.027 -0.01 0.073
Si 5.454 -0.016 20.619 0.033 0.011 0.063
Si 8.177 2.654 20.256 0.011 -0.011 0.047
Si 5.504 5.406 20.401 0.007 -0.036 0.032
Si 8.095 8.235 20.537 -0.007 -0.001 0.05
Si 5.345 10.815 20.206 -0.034 -0.007 0.035
Si 8.198 13.667 20.277 -0.007 0.015 0.061
Si 10.94 -0.057 20.349 -0.015 -0.026 0.053
Si -2.655 2.692 20.469 -0.014 0.009 0.037
Si 10.905 5.465 20.447 0.006 0.024 0.045
Si -2.745 8.179 20.464 -0.033 -0.008 0.042
Si 10.787 10.9 20.498 0.007 -0.01 0.028
Si -2.717 13.637 20.31 0.003 -0.004 0.031
Si 0.942 -1.545 21.853 0.336 0.173 -0.726
Si 4.332 1.662 21.883 -0.207 -0.242 -0.715
Si 1.045 4.01 21.376 0.237 -0.083 -0.694
Si 4.307 6.911 21.729 -0.184 -0.138 -0.712
Si 1.636 9.748 21.656 -0.144 -0.132 -0.773
Si 3.876 11.922 21.634 0.023 0.227 -0.704
Si 7.233 -1.124 21.771 -0.345 -0.118 -0.761
Si 9.372 1.152 21.567 0.14 0.083 -0.756
Si 6.671 3.757 21.623 -0.022 0.214 -0.759
Si 9.723 7.039 21.759 -0.169 -0.133 -0.786
Si 6.329 9.346 21.734 0.32 0.097 -0.714
Si 9.683 12.605 21.725 -0.16 -0.306 -0.698
Si 12.061 -1.626 21.722 0.149 0.226 -0.736
Si -0.94 1.612 21.754 -0.372 -0.184 -0.682
Si 12.576 4.356 21.706 -0.169 -0.133 -0.843
Si -1.545 6.579 21.719 0.063 0.232 -0.712
Si 11.917 9.276 21.757 0.174 0.11 -0.78
Si -1.127 12.457 21.511 0.002 -0.084 -0.761
Si 11.558 9.264 27.604 0.003 -0.179 0.117
Si -2.682 7.396 28.274 -0.001 0.019 0.045
Si 3.378 3.057 27.288 -0.006 -0.061 -0.017
Si -2.402 -2.501 28.439 0.076 -0.022 0.157
Si -2.149 4.363 32.675 -0.041 -0.019 0.122
Si 1.814 5.589 26.55 0.006 -0.096 0.048
Si 8.593 8.612 26.936 0.012 -0.056 -0.012
Si 6.639 5.567 32.465 -0.089 0.104 0.087
Si 9.453 3.591 25.939 -0.115 -0.01 -0.101
Si 6.954 10.114 32.214 0.029 -0.083 0.174
Si -4.306 8.353 30.447 0.064 -0.044 -0.038
Si -2.5 10.633 23.718 0.037 -0.12 -0.159
Si 1.328 2.296 29.616 0.029 0.125 0.009
Si 2.608 5.169 23.641 0.133 -0.017 -0.048
Si 2.859 2.123 24.42 -0.011 -0.093 -0.109
Si 4.906 7.932 32.326 0.015 0.06 0.133
Si 0.841 -3.306 32.741 -0.003 -0.019 0.224
Si 0.227 5.046 30.77 -0.021 -0.245 0.025
Si -1.604 -0.294 26.535 0.05 -0.019 -0.093
Si 4.264 3.701 32.554 -0.164 0.061 0.041
Si 10.139 3.295 28.711 0.036 -0.184 -0.073
Si 1.479 8.447 26.446 -0.017 0.029 -0.088
Si -3.773 2.694 30.516 0.043 0.025 0.124
Si 5.713 11.397 23.909 0.065 -0.072 -0.2
Si 11.276 2.42 23.759 -0.049 -0.078 -0.2
Si -0.918 5.036 27.955 0.106 0.001 -0.043
Si 6.93 6.955 28.35 -0.006 0.065 0.069
Si 5.843 2.059 28.892 0.059 0.05 -0.024
Si -2.823 11.348 26.612 0.152 -0.143 0.083
Si 8.719 -0.665 32.997 0.029 -0.033 0.203
Si 11.109 1.434 32.913 -0.024 0.063 0.196
Si 10.993 -2.416 28.72 -0.063 -0.056 0.117
Si 3.799 1.051 30.897 -0.038 0.081 0.011
Si 4.356 9.437 25.792 0.086 -0.143 0
Si 10.01 11.688 30.41 0.063 0.043 0.015
Si -2.494 9.977 32.548 0.097 -0.054 0.123
Si 6.526 7.318 25.452 0.064 0.076 0.064
Si -1.51 2.023 28.563 0.07 0.028 0.031
Si -0.924 11.857 30.5 -0.092 -0.007 -0.014
Si 2.629 6.15 32.055 0.106 0.022 0.153
Si 6.157 9.704 28.196 0.113 -0.118 0.044
Si 8.71 -2.184 30.506 0.033 -0.094 -0.023
Si 7.27 11.82 29.892 0.065 0.074 -0.077
Si -0.647 9.764 28.18 -0.087 -0.029 0.02
Si 3.057 -1.092 32.893 -0.075 -0.006 0.191
Si 12.308 -0.325 24.515 -0.074 -0.023 -0.029
Si 9.745 -1.364 26.09 0.064 0.059 0.026
Si -0.219 8.443 23.847 0.02 -0.036 -0.166
Si 8.032 5.417 23.865 0.047 -0.017 -0.095
Si 0.281 0.364 24.146 -0.058 -0.034 -0.178
Si 8.462 1.256 27.407 0.056 0.042 -0.023
Si 9.783 9.156 31.987 -0.067 0.008 0.008
Si 7.566 4.401 30.024 -0.045 -0.112 -0.102
Si 7.895 13.31 24.076 0.074 0.07 -0.187
Si 1.359 14.954 5.424 -0.006 0.011 0.006
Si 4.078 1.341 5.443 -0.002 0.008 0.015
Si 1.349 4.076 5.43 -0.001 0 -0.001
Si 4.071 6.817 5.445 0.001 0.001 0.01
Si 1.392 9.515 5.441 0.006 0.005 0.007
Si 4.059 12.246 5.445 0.012 -0.002 0.011
Si 6.752 14.987 5.464 0.003 0.001 0.01
Si 9.517 1.345 5.485 -0.001 -0.01 0.011
Si 6.79 4.096 5.451 -0.014 0.008 0.008
Si 9.508 6.804 5.435 0.005 -0.003 0.009
Si 6.785 9.55 5.431 -0.003 0.004 0.01
Si 9.515 12.24 5.432 0.002 0.006 0.002
Si 12.238 14.952 5.456 -0.006 0.007 0.014
Si 14.977 1.342 5.433 -0.001 -0.005 0.01
Si 12.255 4.064 5.444 -0.008 -0.013 0.001
Si 14.982 6.785 5.434 0.008 0.006 0.001
Si 12.244 9.525 5.427 0.009 -0.01 0.008
Si 14.973 12.225 5.446 -0.001 -0.006 0.013
Si 2.713 -0.011 6.801 0.01 -0.008 0.001
Si 5.427 2.725 6.799 0.003 0.005 -0.002
Si 2.709 5.444 6.791 -0.011 0.007 0
Si 5.44 8.173 6.797 0.005 0.001 -0.001
Si 2.719 10.882 6.815 0 -0.001 0.005
Si 5.423 13.596 6.811 -0.007 0.004 0.008
Si 8.143 -0.006 6.825 0 0.008 0.008
Si 10.886 2.72 6.813 -0.005 0 0.007
Si 8.161 5.443 6.807 0.008 -0.008 -0.001
Si 10.881 8.161 6.787 0 0 -0.003
Si 8.157 10.886 6.799 0.001 -0.003 0.001
Si 10.868 13.597 6.805 -0.002 0.009 0
Si 13.607 -0.004 6.801 -0.001 -0.004 0.001
Si 0.001 2.714 6.798 0.002 -0.002 -0.005
Si 13.611 5.434 6.796 0 -0.002 0.002
Si 0.016 8.153 6.79 -0.006 0.003 0.006
Si 13.602 10.874 6.8 -0.001 0.008 0.003
Si 0.005 13.598 6.799 -0.001 -0.011 -0.003
Si 1.363 1.36 8.16 0.002 0.008 -0.001
Si 4.067 4.084 8.155 0.002 0.001 -0.003
Si 1.362 6.799 8.164 -0.001 -0.004 -0.004
Si 4.084 9.525 8.169 0.007 0.01 0
Si 1.353 12.236 8.167 -0.01 -0.009 0.001
Si 4.066 14.952 8.169 -0.01 -0.012 -0.001
Si 6.793 1.372 8.167 0.01 0.004 -0.007
Si 9.524 4.084 8.164 0.011 0.01 0.002
Si 6.795 6.805 8.157 0.001 0 -0.004
Si 9.517 9.519 8.151 -0.005 0.004 -0.002
Si 6.8 12.244 8.164 0.009 0.015 0.001
Si 9.51 14.951 8.173 -0.007 -0.009 0.002
Si 12.245 1.353 8.164 -0.003 -0.002 -0.005
Si 14.962 4.073 8.162 0.001 -0.007 -0.001
Si 12.243 6.798 8.148 -0.005 -0.004 0.001
Si 14.965 9.51 8.15 -0.012 -0.009 -0.003
Si 12.241 12.239 8.156 -0.001 -0.002 -0.006
Si 14.965 14.958 8.161 0.006 0.01 -0.003
Si 0.001 0.002 9.519 0.001 -0.005 -0.001
Si 2.719 2.722 9.522 -0.001 0.004 -0.001
Si 0.002 5.438 9.521 -0.002 0.009 0.001
Si 2.721 8.16 9.525 -0.001 -0.002 0
Si -0.005 10.872 9.519 -0.008 0.008 -0.005
Si 2.714 13.593 9.528 0.001 0.004 -0.003
Si 5.435 -0.001 9.517 -0.004 -0.001 -0.011
Si 8.162 2.724 9.522 -0.006 0.005 -0.001
Si 5.431 5.444 9.514 0.002 -0.008 -0.004
Si 8.159 8.162 9.515 0.004 -0.009 0.004
Si 5.443 10.881 9.527 0.005 -0.008 0.001
Si 8.156 13.597 9.533 0.008 -0.001 0.006
Si 10.88 -0.005 9.522 -0.003 0.005 0
Si 13.601 2.717 9.523 -0.006 0.001 0.001
Si 10.885 5.443 9.516 -0.006 -0.003 0.004
Si 13.602 8.156 9.511 0.008 0.008 -0.001
Si 10.876 10.88 9.512 0.004 0.002 0.002
Si 13.599 13.599 9.518 -0.005 -0.005 0
Si 1.358 14.962 10.877 -0.002 -0.003 -0.001
Si 4.082 1.358 10.876 0.008 -0.001 -0.001
Si 1.362 4.082 10.883 -0.005 -0.004 0.003
Si 4.08 6.8 10.887 0.002 0.001 0
Si 1.356 9.518 10.884 -0.004 0 0.001
Si 4.078 12.237 10.885 -0.004 0.008 0.001
Si 6.795 14.964 10.883 -0.001 0.004 0
Si 9.522 1.361 10.88 0 -0.003 0.003
Si 6.794 4.083 10.872 -0.001 0.01 0.002
Si 9.52 6.801 10.871 0.003 0.002 -0.001
Si 6.801 9.516 10.883 0.007 0.004 0.002
Si 9.523 12.237 10.884 -0.004 -0.006 0.001
Si 12.24 14.955 10.885 -0.001 0.001 0
Si -1.36 1.357 10.883 0.005 0.007 -0.001
Si 12.24 4.08 10.879 0.003 0.003 0.001
Si -1.36 6.801 10.877 -0.011 -0.008 0.002
Si 12.238 9.519 10.867 -0.006 0 -0.003
Si -1.363 12.235 10.876 0.001 -0.009 0.002
Si 2.722 -0.001 12.233 -0.007 -0.001 0
Si 5.445 2.713 12.236 -0.002 -0.001 -0.002
Si 2.723 5.438 12.249 0.003 0.005 0.006
Si 5.439 8.16 12.25 0.001 0 0.006
Si 2.716 10.879 12.245 0.003 -0.006 0.001
Si 5.437 13.599 12.24 0 -0.003 0.003
Si 8.16 0.003 12.241 0.002 0.002 -0.001
Si 10.88 2.722 12.242 0.001 0.005 0.002
Si 8.152 5.445 12.225 -0.001 -0.005 -0.006
Si 10.881 8.158 12.228 -0.007 0.002 0.003
Si 8.163 10.875 12.239 0.004 0 0
Si 10.878 13.599 12.25 0 -0.003 0.002
Si 13.603 -0.005 12.244 -0.003 0.002 0.005
Si 0.001 2.721 12.238 -0.005 0.002 0.002
Si 13.598 5.445 12.236 0.007 0.003 0.001
Si -0.006 8.161 12.246 0.001 -0.005 0.001
Si 13.591 10.879 12.232 -0.01 0 -0.002
Si 0.002 13.598 12.229 0.003 0.008 -0.005
Si 1.366 1.36 13.591 -0.003 0.006 -0.002
Si 4.086 4.063 13.598 0.011 -0.014 0.001
Si 1.363 6.805 13.607 -0.007 -0.001 0.009
Si 4.077 9.525 13.61 -0.009 0.011 0.004
Si 1.357 12.246 13.597 -0.009 0.005 -0.005
Si 4.078 -1.359 13.596 0.001 0.002 0
Si 6.809 1.365 13.607 0.003 0 0
Si 9.507 4.09 13.585 -0.014 0.015 -0.004
Si 6.802 6.794 13.604 0.007 0.003 0.002
Si 9.525 9.514 13.592 0.004 -0.011 0
Si 6.799 12.233 13.592 0.011 -0.004 0.002
Si 9.509 -1.359 13.607 -0.014 0.008 0.004
Si 12.239 1.355 13.6 0.001 0.006 0.013
Si -1.357 4.089 13.589 -0.004 -0.002 -0.008
Si 12.235 6.802 13.596 0.003 -0.007 0.001
Si -1.382 9.519 13.598 0.001 0.007 0.003
Si 12.244 12.239 13.604 -0.002 -0.003 0.007
Si -1.347 -1.368 13.596 0.009 -0.018 0.002
Si 0.023 -0.01 14.949 0.005 0.004 -0.003
Si 2.724 2.706 14.961 -0.002 0.002 -0.003
Si 0 5.441 14.959 -0.002 -0.006 -0.002
Si 2.717 8.169 14.974 0.006 -0.002 -0.002
Si -0.029 10.897 14.94 -0.004 -0.005 -0.001
Si 2.724 13.6 14.959 0 0 0.004
Si 5.443 -0.003 14.952 0.001 -0.002 0.002
Si 8.169 2.736 14.966 0.013 0.008 -0.001
Si 5.453 5.412 14.956 -0.008 0.002 0
Si 8.164 8.162 14.956 0.005 0.008 0.007
Si 5.443 10.887 14.966 -0.001 0.004 -0.012
Si 8.144 13.591 14.96 -0.009 -0.006 -0.01
Si 10.869 0.003 14.966 -0.001 -0.008 0.003
Si 13.606 2.729 14.942 0.008 0.007 0.001
Si 10.854 5.454 14.944 -0.006 -0.012 -0.007
Si 13.582 8.16 14.97 -0.016 -0.002 0.007
Si 10.884 10.868 14.954 -0.004 0.005 -0.003
Si 13.614 13.6 14.96 0.002 0.007 0
O 10.845 -0.721 25.086 -0.014 0.338 -0.16
O -0.984 0.897 23.244 -0.38 -0.06 0.372
O -3.097 3.78 31.508 -0.087 0.319 -0.094
O -1.444 -1.393 27.731 0.624 -0.122 0.037
O 3.033 4.614 26.98 0.223 0.36 0.329
O 7.237 10.48 33.763 0.315 -0.449 -0.172
O 1.945 7.072 27.178 0.457 -0.013 0.631
O 4.865 7.928 33.946 0.198 -0.339 0.004
O 12.315 1.241 24.106 0.499 0.27 0.112
O 11.588 3.367 29.401 0.255 0.208 -0.368
O 3.693 3.422 34.044 -0.455 0.27 0.111
O 4.182 -1.876 33.736 0.133 0.086 -0.289
O 0.461 1.736 34.524 0.093 -0.021 -0.396
O 10.912 13.606 22.117 0.151 0.076 0.268
O 7.068 -1.921 23.186 -0.517 -0.126 0.149
O 9.06 4.025 29.632 0.199 0.014 0.298
O 6.786 12.31 24.697 -0.054 0.012 0.674
O -0.789 7.146 23.056 0.259 -0.126 0.472
O -4.893 7.092 34.463 -0.072 -0.121 -0.482
O 10.071 1.883 22.834 -0.1 0.273 0.055
O 5.317 8.126 22.165 0.076 -0.178 0.489
O -0.107 13.557 22.167 -0.099 -0.193 0.505
O 8.692 4.377 34.652 -0.01 0.058 -0.362
O 11.549 9.355 29.232 -0.223 0.444 0.048
O 9.857 -1.569 29.534 0.145 0.461 -0.001
O 7.549 4.231 22.901 0.098 -0.423 0.234
O 9.922 9.007 33.582 -0.395 0.494 -0.177
O 1.47 5.083 22.52 -0.452 0.564 0.172
O -0.853 5.024 31.97 0.316 0.354 0.434
O 7.217 6.257 33.79 0.118 0.695 -0.006
O 9.283 -1.941 33.808 -0.338 -0.353 -0.088
O -2.62 1.869 29.736 -0.163 -0.451 -0.079
O 3.768 6.148 23.081 -0.054 -0.09 0.309
O 10.521 -2.299 27.173 0.218 -0.207 -0.142
O 10.845 8.133 22.241 0.022 -0.079 0.311
O 5.548 9.357 31.92 -0.318 0.422 -0.632
O 7.991 8.06 25.523 0.343 0.311 -0.51
O 8.722 11.142 29.566 -0.022 -0.401 -0.662
O -3.478 10.733 33.582 0.023 -0.145 -0.397
O 3.717 1.233 23.351 -0.003 -0.386 0.169
O 8.288 0.073 22.145 0.074 0.036 0.288
O 1.1 -0.775 23.298 0.259 -0.017 0.425
O 0.318 12.502 31.305 0.255 0.009 -0.448
O 10.669 2.968 25.119 0.451 -0.163 0.185
O 8.888 -0.183 26.812 -0.073 -0.22 0.277
O 8.728 -2.288 25.244 -0.214 0.026 0.348
O 8.381 2.407 26.253 -0.358 -0.055 -0.507
O 8.74 4.806 25.174 -0.254 0.348 0.314
O 2.346 0.061 33.775 0.033 0.239 -0.329
O 0.971 9.112 22.991 -0.003 0.177 0.234
O -1.514 3.55 28.043 -0.363 0.139 -0.14
O 9.088 6.36 23.093 0.26 0.169 0.263
O 3.157 9.914 34.507 -0.094 0.101 -0.294
O 12.128 10.646 27.051 -0.564 0.349 -0.105
O -1.828 11.123 31.626 0.062 0.026 0.188
O 10.116 9.081 26.909 -0.044 0.035 -0.273
O 7.466 0.013 33.733 -0.045 -0.255 -0.343
O -1.431 9.124 33.46 0.176 -0.064 -0.186
O 12.017 3.656 23.055 -0.147 0.321 0.584
O -1.47 8.432 28.601 0.306 -0.007 0.103
O 0.309 7.331 34.45 0.117 -0.191 -0.488
O 4.814 9.685 27.316 -0.316 0.141 0.439
O 5.738 4.284 32.835 0.382 -0.417 0.38
O 3.073 3.649 23.91 0.281 0.035 -0.016
O 8.179 -1.092 31.54 -0.6 0.264 -0.185
O 6.203 8.274 29.01 -0.122 -0.031 0.63
O -1.424 9.488 24.03 0.074 0.035 0.356
O 6.901 11.522 31.437 -0.356 0.619 0.455
O -1.695 13.04 29.68 -0.081 0.153 0.221
O 1.504 11.788 33.582 -0.166 -0.137 -0.438
O -0.396 -2.707 33.612 -0.122 -0.108 -0.23
O 5.527 2.738 22.193 -0.064 0.186 0.435
O -2.996 5.419 33.576 -0.14 0.222 -0.384
O 0.367 8.105 25.31 -0.181 -0.193 0.357
O 10.469 10.555 31.463 0.242 0.035 0.209
O 4.879 1.019 29.686 0.01 -0.511 -0.054
O 10.624 7.983 31.221 -0.147 -0.46 -0.14
O 7.77 4.969 31.513 0.599 0.05 0.259
O 6.694 6.225 24.285 -0.372 -0.066 -0.175
O 11.218 12.605 34.463 0.015 -0.175 -0.644
O 6.127 11.082 29.033 -0.465 0.312 -0.211
O 0.933 3.605 30.5 -0.029 -0.128 0.32
O 6.89 5.6 29.179 -0.559 -0.194 0.08
O 2.762 10.829 22.162 0.099 -0.043 0.543
O 1.936 -2.16 32.444 -0.148 0.025 -0.605
O 5.861 12.611 34.566 -0.016 0.013 -0.476
O 2.251 1.294 30.474 -0.21 -0.498 0.376
O 8.875 12.402 23.135 -0.084 -0.336 0.386
O -1.921 11.699 22.685 -0.059 0.116 0.241
O -1.577 3.203 33.652 -0.318 -0.073 -0.239
O 6.54 10.243 23.092 0.584 -0.217 0.135
O 1.333 1.573 24.422 -0.071 0.337 0.094
O 4.837 12.326 22.896 0.049 0.594 0.231
O -0.309 -0.207 25.548 0.201 -0.327 0.187
O 1.324 6.163 31.133 -0.066 0.343 -0.481
O 9.63 1.765 28.437 0.191 -0.533 0.1
O 6.996 1.216 28.111 -0.097 -0.497 0.065
O 0.349 5.009 26.945 -0.141 -0.302 -0.334
O 11.617 1.741 31.424 -0.113 -0.242 -0.29
O 12.661 -1.128 23.152 0.485 0.054 0.221
O 9.462 12.932 31.312 0.079 -0.124 0.377
O -2.848 11.483 25.022 -0.106 0.376 -0.141
O 6.243 6.651 26.906 -0.244 -0.246 0.159
O -2.648 5.466 22.208 -0.241 0.035 0.307
O 10.123 4.11 27.314 0.259 0.485 -0.037
O -2.097 6.072 27.559 -0.138 0.004 -0.571
O 2.265 5.916 33.607 0.132 -0.275 -0.091
O 8.463 7.421 28.045 0.713 -0.487 0.436
O -3.309 8.996 31.554 -0.142 -0.382 0.012
O 7.463 -2.89 29.705 -0.262 0.282 -0.157
O 3.357 2.122 25.958 0.009 -0.563 0.173
O 4.272 2.293 31.805 0.392 0.077 0.154
O -2.239 -0.997 34.471 0.09 -0.074 -0.54
O 1.938 5.779 24.955 -0.122 0.243 -0.017
O 9.918 0.376 32.831 0.03 -0.107 -0.044
O 8.186 9.178 31.691 -0.102 -0.405 -0.242
O 6.582 3.117 29.887 0.171 -0.003 0.425
O 11.029 12.372 29.333 0.269 -0.414 -0.103
O 4.862 2.909 27.912 0.079 0.344 -0.41
O 7.525 9.778 27.318 0.185 0.524 -0.142
O -3.968 0.822 33.732 0.087 0.377 -0.226
O 0.067 2.873 22.025 0.158 -0.142 0.345
O 3.482 4.816 31.687 -0.067 -0.166 -0.573
O 2.201 2.623 28.301 -0.079 -0.2 -0.043
O -0.465 5.537 29.415 -0.156 0.638 0.105
O -3.818 -1.837 28.913 0.118 0.392 0.365
O -3.749 8.049 27.232 0.041 -0.161 -0.484
O 12.488 9.945 23.125 -0.195 0.178 0.653
O -0.061 1.606 29.161 -0.005 -0.602 0.128
O 3.804 -0.369 31.66 0.286 -0.39 -0.567
O -1.845 1.117 27.279 -0.508 0.14 -0.296
O 5.744 1.747 34.66 -0.019 0.122 -0.242
O 10.541 2.748 33.673 0.286 0.147 -0.473
O -3.498 7.153 29.684 0.134 -0.645 0.426
O 2.775 9.135 25.771 -0.149 0.354 -0.145
O 5.249 8.249 25.141 -0.222 -0.241 -0.293
O -2.899 -0.638 25.632 -0.061 -0.415 -0.068
O 4.658 10.76 24.934 -0.247 0.42 0.027
O 0.797 9.397 27.56 0.494 0.37 0.074
O 5.826 6.745 31.738 0.086 0.129 -0.78
O -1.515 10.522 27.054 0.257 -0.002 -0.283
O 3.413 7.554 31.811 -0.175 0.434 -0.341
O -0.423 10.733 29.451 0.566 -0.083 0.097
O -2.784 12.799 27.263 -0.347 0.244 -0.251

Results
total energy: -101655.729 eV
total energy less fixed offsets of O -438.35, Si -107.03 eV per atom: -2.529 eV
